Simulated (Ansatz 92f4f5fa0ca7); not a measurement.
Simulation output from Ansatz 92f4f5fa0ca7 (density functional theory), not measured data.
Periodic cell of 189 atoms, Si117O72, from a study of silicon, its oxide and their interface. The atomic structure is a simulated model.

Settings: functional r2SCAN; potential files Ansatz norm-conserving; basis plane waves; wave-function cutoff 1300 eV; density cutoff ratio 4; exchange-correlation grid ratio 1; k mesh 2 x 2 x 1, shifted by 0.5 0.5 0.5 of a step; self-consistency stop 5e-08 eV per atom in the density residual; occupations Fermi-Dirac, 0.05 eV; spin none; net charge 0.

Cell vectors (angstrom)
a 11.5403 0 0
b 0 11.5403 0
c -1.8678 -4.5926 24.8331

Atoms and the computed forces on them: element, x, y, z (angstrom), force x, y, z (eV/angstrom)
Si 4.2085 7.9834 -0.2869 -0.1529 0.1352 -0.8013
Si 4.3933 -0.4633 0.1724 -0.0438 -0.0451 -1.03
Si 4.3632 2.5888 -0.3481 -0.0328 -0.1059 -0.7376
Si 8.0116 7.8455 -0.3303 -0.0371 0.1971 -0.2922
Si 8.1609 -0.6172 0.0602 -0.1238 -0.0684 -0.8907
Si 8.1539 2.434 -0.333 0.0513 -0.0143 -0.7821
Si 12.1731 6.4954 -0.447 0.0219 -0.2095 -0.615
Si 12.1281 0.2866 -0.3738 0.0841 -0.0131 -0.8378
Si 12.0621 3.352 -0.0008 -0.0629 0.1606 -0.7306
Si 6.1488 7.325 0.9915 -0.0102 0.1098 -0.1602
Si 6.2994 -0.5284 1.4384 0.0875 -0.0658 -0.2412
Si 6.2659 3.152 0.9563 0.0213 -0.0698 -0.1348
Si 10.1157 7.1758 0.7606 -0.0499 -0.0429 -0.2504
Si 10.2534 -0.4771 1.0413 0.2145 0.154 -0.1734
Si 10.0104 3.2215 1.0859 -0.1362 -0.125 -0.2555
Si 13.922 7.2045 1.0471 0.0436 0.0001 -0.0512
Si 13.8667 -0.3947 1.1782 -0.1801 0.0704 -0.1939
Si 14.0729 3.2759 1.1317 0.2185 -0.1034 -0.2104
Si 6.2118 -2.5082 2.5741 -0.0772 -0.093 0.3064
Si 6.2739 1.4587 2.5759 -0.0157 0.0207 0.3418
Si 6.237 5.2461 2.2251 0.0153 0.0122 -0.1837
Si 10.2233 -2.4921 2.3012 -0.0101 -0.0676 -0.0858
Si 10.1352 1.3649 2.5032 -0.0023 0.0329 0.2058
Si 10.0053 5.2871 2.278 0.0243 0.0011 -0.0283
Si 13.8232 -2.4183 2.4208 -0.1363 -0.0156 0.1218
Si 13.9632 1.4396 2.5717 0.0144 0.0758 0.3277
Si 14.069 5.275 2.4016 0.0665 0.034 0.0976
Si 4.2407 -2.4432 3.8121 0.1348 -0.0597 -0.0809
Si 4.3457 1.4041 3.9061 0.0085 0.0595 -0.0537
Si 4.4202 5.2674 3.768 -0.176 -0.0443 -0.0177
Si 8.2528 -2.4707 3.7288 -0.0356 -0.0906 -0.0805
Si 8.2162 1.3943 3.8688 -0.0353 0.1204 0.0028
Si 8.1202 5.2873 3.6832 0.1464 0.0161 0.0242
Si 11.9868 -2.4617 3.8339 0.0649 0.0208 -0.0378
Si 12.0318 1.4148 3.8892 0.0415 -0.0624 0.0166
Si 12.0181 5.2608 3.6716 -0.0492 -0.0024 -0.1369
Si 4.3397 7.1829 5.1633 -0.0439 0.0229 0.0202
Si 4.3347 -0.556 5.1921 -0.1127 0.028 0.0538
Si 4.3625 3.3673 5.166 0.0396 0.0027 0.0155
Si 8.1889 7.1756 5.1165 0.0226 -0.0487 -0.0184
Si 8.1805 -0.5794 5.1433 0.0176 -0.0185 -0.0143
Si 8.1885 3.3859 5.1124 0.0172 0.0005 -0.0267
Si 12.0223 7.1483 5.1431 0.0561 0.092 -0.0181
Si 12.0216 -0.5536 5.2015 -0.0284 -0.0437 0.02
Si 12.0404 3.3875 5.1371 -0.0108 -0.0176 0.0183
Si 6.2791 7.1944 6.516 0.0816 0.1274 0.0201
Si 6.2643 -0.5601 6.5316 0.0169 -0.0202 0.1018
Si 6.2843 3.3568 6.5078 -0.0627 -0.079 0.0264
Si 10.0957 7.1864 6.5046 -0.0666 -0.081 -0.0254
Si 10.0732 -0.5659 6.5159 -0.0316 0.1034 -0.0024
Si 10.1047 3.3682 6.4668 -0.0208 0.0469 -0.0503
Si 2.4125 7.1919 6.527 0.0019 -0.1467 -0.0433
Si 2.4253 -0.5924 6.5484 0.1013 0.0925 0.0098
Si 2.4388 3.3615 6.508 -0.0061 -0.0167 -0.0456
Si 6.2341 -2.4527 7.9478 0.043 -0.1572 -0.0601
Si 6.2825 1.4108 7.8436 0.0021 0.0142 0.1383
Si 6.2954 5.2641 7.8764 -0.0226 0.1342 -0.0262
Si 10.015 -2.4445 7.9283 0.0548 -0.0615 0.0984
Si 10.0571 1.4056 7.7675 -0.0305 -0.089 0.1564
Si 10.1704 5.2637 7.8248 -0.0446 0.0825 0.0719
Si 2.4386 -2.4713 7.9952 0.0136 -0.0426 0.0939
Si 2.4384 1.3748 7.7997 0.0423 -0.0286 0.1612
Si 2.4616 5.2791 7.8629 -0.0386 0.1701 0.0509
Si 4.4063 -2.5725 9.4331 0.009 0.19 0.2061
Si 4.3525 1.3477 9.2087 -0.1851 -0.0151 -0.179
Si 4.3709 5.3441 9.2512 -0.0177 -0.0962 -0.0233
Si 8.086 -2.3832 9.3846 0.0275 0.1731 0.1859
Si 8.2037 1.4348 9.2393 0.0342 0.0644 -0.0818
Si 8.2653 5.2872 9.1622 0.0545 -0.0316 -0.1672
Si 11.959 -2.429 9.2495 -0.0776 0.1014 -0.018
Si 11.9957 1.3556 9.059 0.0244 -0.0808 -0.152
Si 12.0836 5.2612 9.1884 0.1381 0.0101 -0.065
Si 4.455 7.037 10.9461 0.0642 -0.0772 0.2097
Si 4.356 -0.5576 10.6895 -0.1832 -0.0116 0.1781
Si 4.3764 3.3679 10.4444 -0.2026 -0.146 0.2097
Si 8.1567 7.114 10.5862 0.0082 -0.0181 0.1129
Si 8.0185 -0.3617 10.7896 -0.0139 0.0654 0.1668
Si 8.3739 3.4217 10.5387 0.1698 -0.1724 0.2878
Si 12.0679 7.1801 10.552 -0.0484 -0.1511 -0.0261
Si 11.8369 -0.4623 10.5417 -0.0798 0.1336 0.4094
Si 12.1664 3.2447 10.3631 -0.0363 -0.1291 0.3127
Si 6.5561 6.3823 12.2241 0.0815 -0.264 0.4995
Si 6.0676 0.2629 12.1941 -0.0669 0.1808 0.4366
Si 6.3432 3.3549 11.6389 -0.0015 -0.0637 0.6506
Si 10.1229 7.2443 11.8253 0.0042 0.3294 0.5485
Si 9.9572 0.0587 12.0469 0.1117 0.2477 0.1161
Si 10.4026 3.1497 11.8764 0.2706 -0.1442 0.3123
Si 2.3132 6.8195 12.0141 -0.0385 0.2497 0.5793
Si 2.268 -0.2569 11.7754 -0.0027 0.0528 0.3509
Si 2.4933 2.8553 11.7909 0.0802 -0.352 0.1739
Si 12.0844 3.1257 22.1765 0.1076 -0.1042 -0.3654
Si 10.2197 9.4134 13.908 -0.0167 -0.0839 0.204
Si -0.2066 6.1595 21.6934 0.2077 0.0926 -0.5775
Si 1.0174 6.7346 17.5607 -0.19 -0.0027 0.231
Si 4.9494 3.2193 19.3045 -0.2345 0.1279 -0.1246
Si 12.6138 4.4047 13.4541 0.1051 -0.1533 0.2323
Si 12.9237 -1.1348 14.7649 0.3138 0.1379 0.1748
Si 8.964 -4.9397 19.8217 -0.227 0.1881 -0.0855
Si -1.8787 -5.8889 17.0058 0.1787 -0.0679 0.3193
Si 6.106 2.8134 16.6121 -0.0337 0.0728 0.2621
Si 3.4357 -1.4237 16.6604 -0.0058 -0.1955 0.3879
Si 6.1889 2.083 21.7299 0.0186 -0.0078 -0.4446
Si 7.7838 -2.1724 19.3444 0.1489 -0.0453 -0.0855
Si 1.9441 -3.849 20.2143 0.0865 0.0137 -0.2005
Si 8.7043 6.9409 14.335 -0.1912 -0.1708 0.2918
Si 2.3522 6.5125 14.9528 0.2768 0.3958 0.5846
Si 5.049 -5.7138 16.2745 0.0961 -0.0891 0.3664
Si 0.8051 0.9583 20.05 -0.1329 -0.0123 -0.1654
Si 6.0136 -2.794 16.8081 -0.0459 -0.0833 0.4045
Si 3.1952 5.449 18.8022 0.0949 -0.2143 0.2035
Si 1.0303 -0.1021 17.4136 0.0552 -0.0024 0.1076
Si 7.5782 4.1749 20.2768 0.0338 0.2737 -0.1754
Si 9.0161 2.9389 17.924 0.1426 -0.0226 -0.0263
Si -1.5134 0.0141 18.688 -0.0978 -0.1174 0.0478
Si 6.0069 -0.841 21.5766 -0.0003 -0.017 -0.5229
Si 2.8472 -1.0853 21.4569 0.0037 -0.012 -0.5869
Si 5.6951 -0.0778 15.34 -0.0501 0.0776 0.3491
O 4.379 -1.9235 -0.6636 -0.1437 -0.1533 0.6638
O 6.6507 -1.7461 20.4039 -0.0504 0.1455 0.3037
O 4.4131 -0.6779 21.3133 0.066 -0.0819 0.2579
O 4.453 0.9539 -0.74 -0.1825 0.2527 0.6131
O 1.8611 7.2925 16.2922 0.0517 -0.3304 -0.2691
O 2.6158 -2.449 20.6126 -0.0579 0.1147 0.3022
O 6.285 -1.4176 23.0456 0.0278 -0.1523 0.3824
O 12.0939 1.9028 -0.8749 -0.0126 -0.3627 0.7789
O -1.0967 6.2262 20.3297 0.1033 -0.0349 0.4081
O 1.9098 0.0631 20.8065 0.0332 -0.1003 0.12
O 3.7416 7.3723 -1.7663 0.0869 0.2144 0.3522
O 7.3349 3.2258 21.5607 -0.2227 -0.2014 -0.0933
O 1.768 5.2638 12.2154 -0.0125 0.2236 0.3142
O 4.3253 3.3598 -1.81 -0.0027 -0.2971 0.5781
O 5.0737 2.4856 17.8539 0.297 0.1863 -0.0162
O 3.8884 5.9944 15.1447 -0.2632 0.0765 -0.0753
O 6.7659 0.5959 21.5059 -0.1747 0.0244 0.2021
O 5.7346 -7.2084 16.0352 -0.0147 0.0267 0.0657
O 6.2135 1.9078 12.463 0.039 -0.2266 -0.368
O 2.3175 -1.0541 17.7845 -0.0782 0.1347 -0.4128
O 1.7917 -0.7005 13.2814 0.0475 -0.0513 -0.2492
O 7.1988 6.9493 13.6667 -0.0285 -0.1643 -0.4397
O 9.7589 6.384 13.21 0.1227 0.3657 -0.3789
O -0.4828 -5.0795 17.065 -0.0624 -0.0954 -0.0326
O 9.7553 -0.6116 13.5594 0.2607 -0.1737 -0.2895
O 2.6451 -1.9723 15.3564 -0.1351 0.2533 -0.0456
O 5.7748 -0.301 13.7288 0.1104 0.2025 -0.5373
O 1.2968 5.2685 14.8048 -0.0645 -0.1214 -0.4958
O 9.6284 1.4411 17.9953 0.0079 0.0012 0.1361
O 2.7914 1.2691 11.9685 -0.2421 0.0896 -0.1544
O 9.1305 8.4872 14.6975 0.1524 -0.0646 -0.2708
O 5.026 2.2423 20.5908 0.3496 0.0953 0.2293
O 0.9755 -4.2937 21.4382 -0.1312 -0.2151 0.1191
O 8.0779 0.8141 -0.8149 0.1137 0.4596 0.7768
O 4.3641 -5.7117 17.7497 -0.0491 -0.0232 -0.2688
O 8.7859 3.4814 19.4397 -0.2411 0.0619 -0.0488
O 10.4299 8.7742 12.4161 -0.1614 -0.2805 0.1549
O 8.0488 -2.0675 -0.8132 0.1298 -0.2523 0.7729
O -0.4541 -0.7511 17.6931 0.2154 0.3273 0.1042
O 6.4372 -1.4758 15.8956 -0.226 0.1616 -0.1337
O 6.3792 4.7483 12.5775 -0.0174 0.3916 -0.5973
O -0.69 0.2652 20.0804 0.2395 0.1296 -0.2483
O 3.5398 4.0016 19.4313 0.255 0.1074 -0.1531
O 12.1127 4.8413 -0.8293 -0.0485 0.1482 0.8114
O 8.8453 5.9983 15.6496 -0.0216 0.2835 -0.4051
O 5.6712 2.281 23.2426 0.1835 0.3144 0.1345
O 0.7054 2.3963 20.7422 -0.0777 0.1132 0.4445
O 2.3145 7.4148 13.5862 -0.0902 -0.4655 -0.6919
O 11.0549 3.9968 13.1799 0.1764 -0.02 -0.3582
O 3.1255 6.5818 19.9703 -0.3796 0.0484 -0.1892
O 12.6742 0.1442 15.7968 0.0035 -0.4876 -0.1381
O 7.0507 -2.7815 18.0432 -0.086 0.0789 -0.0653
O 11.5998 9.468 14.7611 -0.2468 0.0274 -0.3425
O 6.1398 1.4903 15.6361 -0.0751 -0.2437 -0.027
O 12.3102 -0.4811 -1.8265 -0.0475 0.181 0.4751
O 6.2091 4.2523 19.402 0.0734 -0.2705 0.1798
O 2.0877 3.1311 13.3927 -0.2952 0.4687 -0.4381
O 1.7372 5.3552 18.0774 0.1356 0.4498 -0.0364
O 6.0019 -4.3511 16.2373 -0.1366 0.0318 -0.0981
O 8.7218 -0.9018 18.9476 0.0173 -0.0508 0.0217
O 11.9846 4.6974 21.8451 -0.0971 -0.0112 0.1755
O 10.1466 1.6434 12.478 -0.0315 -0.247 -0.4007
O -1.6009 4.0405 17.1426 -0.2627 0.2149 0.1144
O 7.926 -5.8404 20.7029 0.2214 -0.1955 -0.2112
O 1.1756 1.1574 18.4523 -0.1661 -0.3622 0.088
O 8.7729 -5.3626 18.2633 0.1406 -0.0948 0.0095
O 8.6862 -3.3552 19.9974 -0.0328 -0.138 -0.0936
O 10.7255 2.6414 22.9584 0.0173 -0.151 0.3822
O 4.2562 -0.1236 16.1153 0.1678 -0.2315 -0.2449
O 7.6212 2.8962 17.1401 -0.1247 0.0136 0.02
O 4.4671 -2.51 17.2838 0.1026 0.1926 -0.3601
O 1.098 -3.7403 18.8008 0.195 -0.2674 0.0794

Results
free energy: -47208.166 eV
free energy less fixed offsets of O -463.61, Si -117.95 eV per atom: -28.096 eV
pressure: -1.81 GPa
stress xx, yy, zz, yz, xz, xy (GPa, positive in tension): 0.9, 2.89, 1.63, -0.04, 0.1, 0.6

The program warned: the forces do not sum to zero within the program's tolerance.
